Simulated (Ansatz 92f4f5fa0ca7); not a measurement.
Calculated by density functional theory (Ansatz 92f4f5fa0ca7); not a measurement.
Periodic cell of 455 atoms, Si304O151, from a study of silicon, its oxide and their interface. The atomic structure is a simulated model.
Doubt: the cutoff is far below the 930 eV that the study's wrapper takes by default for these files, so forces and energies are approximate.

Settings
functional: PBE
potential files: Ansatz PAW
basis: plane waves
wave-function cutoff: 580 eV
density cutoff ratio: 5
exchange-correlation grid ratio: 1
k mesh: 1 x 1 x 1, Gamma-centred
self-consistency stop: 5e-08 eV per atom in the density residual
occupations: fixed
spin: none
net charge: 0

Cell vectors (angstrom)
a 15.4691 0 0
b 0 15.4691 0
c 4.64 -6.0806 34.0725

Atoms and the computed forces on them: element, x, y, z (angstrom), force x, y, z (eV/angstrom)
Si 12.9785 -6.0809 23.8346 -0.241 0.0803 -0.2874
Si 13.232 -10.113 23.9058 -0.8039 -0.1861 -0.2229
Si 5.2384 -6.4423 23.4022 0.0795 0.123 -0.3694
Si 5.1604 -2.0936 23.9069 -0.0775 0.0004 0.0291
Si 4.8725 -13.7278 23.8203 0.0224 -0.0755 -0.5468
Si 5.1923 -9.96 24.0403 0.0922 -0.0725 -0.5339
Si 8.3375 -6.0867 23.8831 0.0244 0.1101 -0.3523
Si 7.5865 -2.2026 23.8673 0.4209 0.0071 -0.3402
Si 8.0379 -13.8631 23.8478 0.0051 0.166 -0.6675
Si 8.265 -9.9247 24.0845 -0.0192 -0.1167 -0.6604
Si 12.7828 -2.2602 23.9396 -0.0941 0.025 -0.6832
Si 13.0198 -13.7098 24.0819 -0.3208 0.0074 -0.2466
Si 0.0146 -6.1471 23.7416 0.1265 0.076 0.0641
Si 0.3934 -2.2447 23.8632 -0.0611 -0.012 -0.7263
Si -0.0207 -13.8497 23.9286 0.0433 0.0177 0.031
Si 0.1588 -9.9713 23.8414 0.6794 0.0088 -0.3537
Si 4.6057 -4.0211 25.1364 0.0534 0.1228 -0.3278
Si 4.6197 -0.2071 25.1633 0.0401 0.1575 0.0982
Si 4.6959 -11.8879 25.2543 0.0042 0.0202 -0.0272
Si 4.7898 -7.9739 25.1677 -0.0825 0.0124 -0.0686
Si 8.4111 -4.0753 25.1095 -0.0263 -0.1407 0.0697
Si 8.3729 -0.3366 25.1275 -0.0156 0.0164 0.0533
Si 8.5351 -11.9463 25.208 -0.0769 -0.1489 0.0785
Si 8.5327 -7.964 25.2999 0.06 0.0578 -0.0507
Si 12.4605 -4.22 25.2201 -0.0509 0.1524 0.075
Si 12.3776 -0.2567 25.1509 0.0931 -0.0915 0.0411
Si 12.5546 -11.8473 25.3901 0.0309 0.1168 0.0908
Si 12.4759 -8.0815 25.0129 0.0789 -0.1269 0.0339
Si 0.6519 -4.2352 25.1041 0.0187 -0.1518 -0.0258
Si 0.6593 -0.2852 25.1574 -0.0174 0.0353 0.1495
Si 0.7145 -11.8917 25.1185 -0.0853 -0.2194 0.0714
Si 0.6878 -8.0306 25.0694 -0.1043 0.2043 0.1119
Si 2.6415 -4.1508 26.4392 -0.0785 0.0517 0.0963
Si 2.6457 -0.2524 26.4793 0.0098 -0.0406 -0.0126
Si 2.6862 -11.869 26.4775 -0.0194 0.0142 0.0195
Si 2.7148 -7.9641 26.3907 0.0151 -0.0756 -0.0566
Si 6.5386 -4.1802 26.5588 -0.0995 -0.0483 -0.0147
Si 6.5339 -0.2517 26.5952 -0.188 0.0481 0.1509
Si 6.6165 -11.9181 26.624 0.0767 -0.0694 0.2162
Si 6.6123 -7.9695 26.637 0.0157 0.0343 0.3613
Si 10.4149 -4.1285 26.4539 0.0045 0.0067 -0.0568
Si 10.386 -0.2995 26.4542 -0.0182 0.0524 -0.0958
Si 10.4906 -11.9005 26.5447 -0.0413 0.0156 0.0056
Si 10.5442 -8.0306 26.4788 0.0673 0.0096 0.0274
Si 14.3188 -4.171 26.6373 0.0275 -0.0107 0.1275
Si 14.2578 -0.3088 26.615 0.0625 -0.0126 0.0464
Si 14.4267 -11.8793 26.7275 0.0889 0.0452 0.1752
Si 14.3076 -8.0279 26.5662 0.053 -0.102 -0.0167
Si 2.7013 -6.0735 27.8491 0.0083 0.0291 -0.0873
Si 2.6536 -2.2145 27.8532 0.0443 0.0496 -0.0438
Si 2.6966 1.6712 27.8824 -0.0231 -0.0117 -0.0563
Si 2.7148 -9.9035 27.8255 -0.0427 -0.0235 -0.0016
Si 6.5738 -6.0524 27.9918 0.0003 -0.0814 -0.0875
Si 6.535 -2.2257 27.921 -0.0742 0.083 -0.0873
Si 6.5749 1.6393 27.9996 0.0628 0.0448 -0.1027
Si 6.5934 -9.9443 27.9531 -0.0454 -0.0277 -0.1039
Si 10.4563 -6.0733 27.8493 -0.0018 -0.0263 -0.0215
Si 10.4267 -2.2134 27.8609 0.01 -0.044 0.0575
Si 10.4399 1.6176 27.8822 0.0182 0.0277 -0.0037
Si 10.4666 -9.9462 27.8903 0.0051 -0.0029 0.0364
Si 14.3073 -6.1119 27.969 0.0401 0.0474 -0.1419
Si 14.2948 -2.2288 27.9753 -0.0664 -0.0092 -0.0261
Si 14.3241 1.6165 28.0001 0.084 0.0283 -0.1139
Si 14.3509 -9.9156 27.9979 -0.0481 -0.0324 -0.0501
Si 4.6085 -6.0748 29.2841 0.0493 -0.0424 0.0012
Si 4.5911 -2.2172 29.2687 0.052 -0.0019 -0.057
Si 4.6129 1.655 29.2947 0.0405 -0.0016 -0.0241
Si 4.6257 -9.9442 29.2673 0.0487 -0.0067 -0.0412
Si 8.541 -6.0799 29.2827 -0.0141 -0.0206 -0.0067
Si 8.4973 -2.2147 29.2698 -0.0182 -0.0147 -0.0806
Si 8.5334 1.6479 29.3011 -0.0539 0.0317 -0.0354
Si 8.5365 -9.9431 29.2885 -0.0011 0.0125 -0.0309
Si 12.3528 -6.0781 29.2873 0.0399 0.0355 -0.0372
Si 12.3387 -2.2161 29.2884 0.0246 0.006 -0.0489
Si 12.3554 1.644 29.2944 0.0268 -0.0014 -0.0393
Si 12.3769 -9.9459 29.2962 0.055 -0.0439 -0.0303
Si 0.7982 -6.0884 29.2807 -0.0718 -0.026 -0.009
Si 0.7728 -2.2125 29.2989 -0.0213 0.0205 -0.0772
Si 0.8015 1.6459 29.3072 -0.0533 -0.0203 -0.0191
Si 0.8311 -9.9316 29.2953 -0.0552 0.0682 -0.0413
Si 0 1.9336 2.0503 0.0388 -0.0186 0.0303
Si 0 5.8008 2.0503 -0.0151 -0.1431 -0.0118
Si 0 -5.8008 2.0503 0.0157 0.1471 -0.0174
Si 0 -1.9336 2.0503 0.0377 -0.0187 0.0131
Si 3.8672 1.9336 2.0503 0.0116 0.0122 0.0359
Si 3.8672 5.8008 2.0503 0.0244 -0.0818 0.0013
Si 3.8672 -5.8008 2.0503 -0.0054 0.1242 0.0031
Si 3.8672 -1.9336 2.0503 0.0065 0.0343 0.0416
Si 7.7343 1.9336 2.0503 0.0363 0.0477 0.0135
Si 7.7343 5.8008 2.0503 0.0355 -0.1229 -0.0032
Si 7.7343 -5.8008 2.0503 -0.0028 0.0198 -0.0302
Si 7.7343 -1.9336 2.0503 0.0096 0.0177 0.0069
Si -3.8672 1.9336 2.0503 -0.0489 0.0878 -0.0073
Si -3.8672 5.8008 2.0503 -0.0425 -0.0868 -0.0173
Si -3.8672 -5.8008 2.0503 -0.0621 0.0325 -0.0231
Si -3.8672 -1.9336 2.0503 -0.0609 -0.0063 0.0077
Si -1.9336 1.9336 3.4175 -0.0105 0.0014 0.4701
Si -1.9336 5.8008 3.4175 0.1493 -0.1554 -0.1012
Si -1.9336 -5.8008 3.4175 0.0812 0.3498 -0.0148
Si -1.9336 -1.9336 3.4175 0.0515 0.0324 0.4545
Si 1.9336 1.9336 3.4175 -0.109 0.2172 0.3807
Si 1.9336 5.8008 3.4175 -0.0566 -0.277 0.1849
Si 1.9336 -5.8008 3.4175 -0.0926 -0.1004 -0.2208
Si 1.9336 -1.9336 3.4175 -0.1907 -0.1293 0.3124
Si 5.8008 1.9336 3.4175 -0.0824 -0.0218 0.2713
Si 5.8008 5.8008 3.4175 -0.1778 -0.3631 -0.1729
Si 5.8008 -5.8008 3.4175 0.0523 0.215 -0.349
Si 5.8008 -1.9336 3.4175 -0.003 -0.0016 0.2065
Si 9.6679 1.9336 3.4175 0.0985 0.3592 -0.2009
Si 9.6679 5.8008 3.4175 0.0577 -0.2644 -0.3507
Si 9.6679 -5.8008 3.4175 0.0746 0.1769 -0.615
Si 9.6679 -1.9336 3.4175 0.1166 -0.0833 0.0492
Si -1.959 0.0031 4.8574 0.0001 0.0047 0.0723
Si -1.9321 3.8839 4.8247 -0.0252 -0.0179 0.0574
Si -1.8599 -7.7293 4.7228 -0.0232 -0.0464 0.0205
Si -1.9423 -3.859 4.8445 0.0073 0.0056 0.021
Si 1.8794 0.0101 4.8027 0.0712 -0.0617 0.0172
Si 1.9015 3.8726 4.8743 0.0296 -0.015 0.0228
Si 1.9211 -7.7384 4.7559 0.0403 0.0722 0.0807
Si 1.9343 -3.9109 4.7958 0.0181 0.1834 -0.0289
Si 5.7965 -0.0028 4.821 -0.0119 -0.0898 0.1537
Si 5.743 3.8585 4.8236 0.0441 -0.0105 0.0456
Si 5.7814 -7.7364 4.6972 -0.0136 0.0744 -0.0263
Si 5.8517 -3.8778 4.7957 -0.0494 0.0766 0.0908
Si 9.6943 0.0315 4.7409 0.0151 -0.0572 0.0358
Si 9.664 3.8809 4.8011 -0.0384 -0.0455 0.1109
Si 9.7139 -7.7299 4.681 -0.0159 0.0408 0.0633
Si 9.6967 -3.8944 4.7731 0.024 0.0442 0.0145
Si -0.0175 0.0854 6.2639 -0.0214 0.0651 0.0535
Si -0.0513 3.948 6.3066 0.0722 -0.0229 0.0514
Si 0.0138 -7.7298 6.1606 0.0026 0.0472 0.0811
Si 0.0253 -3.9178 6.2101 -0.0017 -0.0859 -0.0325
Si 3.7969 -0.0895 6.1832 0.0409 0.0402 -0.134
Si 3.8307 3.7832 6.2981 -0.0316 -0.0417 0.0143
Si 3.8769 -7.7804 6.0572 0.0606 -0.0332 -0.0038
Si 3.8945 -3.9993 6.1268 -0.0258 -0.1283 -0.118
Si 7.8187 0.0276 6.1324 -0.1 -0.1097 -0.0119
Si 7.7029 3.8808 6.1574 -0.0028 0.0259 -0.0834
Si 7.7511 -7.6974 5.9192 -0.0675 -0.0917 -0.0039
Si 7.8082 -3.8451 6.1797 -0.0909 0.0375 -0.0458
Si -3.9449 0.0634 6.2312 0.0365 -0.129 0.0713
Si -3.8724 3.9275 6.1986 0.003 0.1267 0.0608
Si -3.8084 -7.6704 5.9697 0.0675 0.0335 0.1497
Si -3.9066 -3.8128 6.2312 0.0395 0.0759 -0.0033
Si -0.1153 2.0603 7.7632 -0.0127 -0.1139 -0.0204
Si -0.0037 5.9261 7.7043 -0.1614 0.0555 0.1017
Si 0.0394 -5.8737 7.6537 0.0895 0.0244 0.0329
Si 0.1756 -1.9493 7.5038 -0.3298 -0.0332 -0.2863
Si 3.7287 1.7477 7.6752 -0.0742 0.1102 0.038
Si 3.8647 5.8425 7.5283 -0.0379 0.0229 0.0001
Si 3.9477 -5.9389 7.5298 -0.0602 0.0204 0.0752
Si 3.8893 -2.1079 7.4598 0.2559 -0.0411 -0.2063
Si 7.7138 1.9478 7.5236 0.095 0.0681 -0.0701
Si 7.7115 5.9289 7.3415 -0.1629 0.0749 -0.0901
Si 7.7851 -5.8749 7.3756 0.1821 -0.0575 0.0327
Si 8.4516 -1.8985 7.4047 -0.0542 0.1138 0.2149
Si -3.9766 2.0244 7.6065 -0.0119 0.1677 -0.0884
Si -3.8545 5.9859 7.4355 0.0927 -0.0531 -0.3079
Si -3.8114 -5.8387 7.4561 -0.0229 -0.2173 -0.1795
Si -4.5485 -1.8725 7.5216 -0.0007 -0.0435 -0.1076
Si -2.0537 6.5992 8.8616 -0.011 -0.0949 0.1029
Si -1.9657 -6.4372 8.84 -0.1084 0.3433 0.2556
Si 2.0486 -2.2743 8.8594 0.1086 0.2183 0.2404
Si 1.797 2.0294 9.1844 -0.0445 0.2059 -0.0352
Si 2.0271 6.5136 8.8784 -0.0256 -0.2935 0.0674
Si 2.0413 -6.5532 8.8287 0.0689 0.1971 -0.0237
Si 5.7879 1.5467 8.7908 0.0224 -0.0502 0.1848
Si 5.8311 6.5452 8.6429 0.2444 -0.7063 0.1509
Si 5.9611 -6.5422 8.6817 0.0499 0.6665 0.4455
Si -2.1632 1.8091 9.0863 -0.1723 -0.0529 0.1999
Si -5.8433 6.55 8.5132 -0.0165 0.4258 0.19
Si -5.7603 -6.4518 8.6214 -0.0046 -0.4937 -0.0547
Si -5.9033 2.2302 8.9877 -0.0793 0.0848 0.3047
Si -5.8321 5.2225 10.3929 0.0991 0.3863 -0.4768
Si -5.4718 -5.0928 10.5117 -0.1595 -0.3848 -0.2121
Si 4.64 -8.0142 30.6538 -0.1398 0.0168 -0.0851
Si 4.64 -4.147 30.6538 -0.22 0.0444 -0.0494
Si 4.64 -0.2798 30.6538 -0.193 -0.0765 -0.0574
Si 4.64 -11.8813 30.6538 -0.1701 0.0757 -0.0595
Si 8.5071 -8.0142 30.6538 0.1119 0.0563 0.0065
Si 8.5071 -4.147 30.6538 0.1487 0.0144 -0.0671
Si 8.5071 -0.2798 30.6538 0.094 -0.0991 0.0085
Si 8.5071 -11.8813 30.6538 0.1574 0.0161 0.0087
Si 12.3743 -8.0142 30.6538 -0.1524 0.0395 0.0403
Si 12.3743 -4.147 30.6538 -0.1249 -0.0062 0.0298
Si 12.3743 -0.2798 30.6538 -0.1017 -0.0737 0.069
Si 12.3743 -11.8813 30.6538 -0.0962 -0.0182 0.0226
Si 0.7728 -8.0142 30.6538 0.2544 0.0719 0.1244
Si 0.7728 -4.147 30.6538 0.1007 -0.0813 -0.0164
Si 0.7728 -0.2798 30.6538 0.1828 -0.0482 0.165
Si 0.7728 -11.8813 30.6538 0.1664 0.0494 -0.0054
Si 6.5735 -8.0142 32.021 0.0053 0.0001 -0.0492
Si 6.5735 -4.147 32.021 0.0116 -0.0084 -0.0542
Si 6.5735 -0.2798 32.021 0.011 -0.0151 -0.0459
Si 6.5735 -11.8813 32.021 0.0016 0.0179 -0.0314
Si 10.4407 -8.0142 32.021 -0.0105 -0.0131 0.0301
Si 10.4407 -4.147 32.021 0.0009 0.0255 0.0348
Si 10.4407 -0.2798 32.021 -0.0032 -0.0403 0.0349
Si 10.4407 -11.8813 32.021 -0.0147 0.0054 0.0437
Si -1.1608 -8.0142 32.021 0.0038 0.0092 -0.0358
Si -1.1608 -4.147 32.021 0.0013 0.0096 -0.0254
Si -1.1608 -0.2798 32.021 0.0034 -0.0038 -0.0174
Si -1.1608 -11.8813 32.021 -0.0171 0.0075 -0.0236
Si 2.7064 -8.0142 32.021 -0.0222 0.0069 0.0508
Si 2.7064 -4.147 32.021 0.0234 0.0129 0.0475
Si 2.7064 -0.2798 32.021 -0.0011 -0.0465 0.051
Si 2.7064 -11.8813 32.021 -0.0023 0.0098 0.0528
Si 6.5735 -6.0806 33.3883 -0.0164 -0.0081 -0.0014
Si 6.5735 -2.2134 33.3883 -0.0055 -0.0373 0.0011
Si 6.5735 1.6537 33.3883 -0.0118 0.0146 0.0089
Si 6.5735 -9.9478 33.3883 -0.0073 0.0513 0
Si 10.4407 -6.0806 33.3883 -0.0091 0.0034 -0.0063
Si 10.4407 -2.2134 33.3883 0.0284 -0.0049 0.0042
Si 10.4407 1.6537 33.3883 -0.0015 -0.0088 -0.0052
Si 10.4407 -9.9478 33.3883 0.0181 0.036 0.0106
Si -1.1608 -6.0806 33.3883 -0.005 0.0075 -0.0003
Si -1.1608 -2.2134 33.3883 0.0117 -0.0125 0.0116
Si -1.1608 1.6537 33.3883 0.0136 -0.0312 0.0039
Si -1.1608 -9.9478 33.3883 -0.0161 0.0173 0.0116
Si 2.7064 -6.0806 33.3883 0.0135 -0.0082 -0.01
Si 2.7064 -2.2134 33.3883 -0.0153 -0.0003 -0.0067
Si 2.7064 1.6537 33.3883 -0.002 -0.0203 -0.0131
Si 2.7064 -9.9478 33.3883 0.0007 0.0235 -0.0074
Si 0 0 0.683 -0.015 0.0107 0.0133
Si 0 3.8672 0.683 -0.0156 0.022 -0.0147
Si 0 7.7343 0.683 -0.0364 0.0174 0.0097
Si 0 -3.8672 0.683 -0.0217 -0.0436 -0.0232
Si 3.8672 0 0.683 -0.0162 -0.0026 0.0107
Si 3.8672 3.8672 0.683 -0.0095 0.023 -0.0139
Si 3.8672 7.7343 0.683 0.0112 0.0084 0.0026
Si 3.8672 -3.8672 0.683 -0.0429 -0.0481 -0.0127
Si 7.7343 0 0.683 -0.0118 -0.0015 0.0123
Si 7.7343 3.8672 0.683 -0.0337 0.0155 -0.0091
Si 7.7343 7.7343 0.683 -0.0274 0.0382 -0.0004
Si 7.7343 -3.8672 0.683 -0.0217 -0.0361 -0.0001
Si -3.8672 0 0.683 0.0546 -0.0002 0.014
Si -3.8672 3.8672 0.683 0.0811 0.0049 -0.0149
Si -3.8672 7.7343 0.683 0.0393 0.023 0.0036
Si -3.8672 -3.8672 0.683 0.083 -0.0313 -0.0117
Si 0.8776 -6.121 21.4924 -0.1178 -0.0176 0.0057
Si 1.7295 -3.0334 21.1202 -0.0223 -0.0869 -0.1328
Si 0.4452 -13.8343 21.6195 -0.2276 0.0555 -0.0497
Si 1.2863 -10.8308 21.0444 -0.0965 -0.2201 -0.2855
Si 3.7544 -7.2613 20.6854 -0.2002 0.0714 -0.1354
Si 4.4922 -1.9674 21.6134 -0.0418 -0.0023 -0.1734
Si 4.2544 -10.2282 21.1064 0.21 -0.0533 -0.3634
Si 7.0672 -11.4142 19.9802 0.0731 -0.0484 -0.1311
Si 11.2422 -7.9842 19.8167 0.1175 -0.1165 -0.3557
Si 7.3593 -1.7513 20.8678 0.156 0.1799 -0.1981
Si 8.264 -14.2415 20.863 0.027 0.0221 -0.3156
Si 9.6938 -10.2999 21.3317 -0.1206 -0.0406 -0.4041
Si 11.2832 -2.7054 21.1349 0.1472 0.1752 -0.3681
Si 13.3672 -13.9059 19.8887 0.0013 -0.0682 -0.1854
Si 10.6621 -5.6613 21.6623 0.0187 -0.0371 -0.2564
Si 12.0772 -11.9972 21.6991 0.0602 -0.1294 -0.1745
Si -1.5222 -1.2338 9.901 -0.0281 0.1817 0.2877
Si -1.777 -4.7113 14.3861 0.2377 0.0763 0.2304
Si 6.2686 -1.526 9.4104 0.0292 0.2196 0.1354
Si -4.1977 -2.2631 9.8692 -0.4942 -0.0845 -0.3061
Si 2.3763 0.1864 13.8385 0.1777 0.0847 0.3304
Si 0.7169 -7.9344 14.4087 0.055 0.0614 0.1764
Si 2.555 -4.0769 16.54 0.0232 0.0083 -0.1029
Si 1.1148 -4.7747 13.8082 -0.1152 -0.0709 0.3757
Si 2.4013 -4.512 10.9144 0.0153 0.0192 0.3855
Si 7.5991 0.5951 13.0977 -0.2311 -0.1036 0.3058
Si 4.6053 -11.6429 15.9719 -0.0084 0.0308 -0.0187
Si 5.178 -3.2855 11.7909 -0.0679 0.0989 0.4673
Si 11.4864 -3.3222 15.9467 0.0813 0.0583 0.013
Si -5.3943 0.0991 11.3491 -0.0029 -0.0019 0.381
Si 7.1697 -5.4358 11.4979 0.0674 0.0085 0.293
Si 1.9473 4.5147 11.0955 -0.0211 -0.0745 0.3613
Si 3.4418 -14.4332 21.0931 -0.0217 -0.1204 -0.0313
Si -2.9025 -9.2144 11.1036 0.0661 -0.2657 0.0005
Si 1.333 -15.2389 16.7531 -0.0483 -0.0269 -0.1724
Si 5.1778 -1.2033 13.9363 -0.0311 0.1446 0.1142
Si -0.4893 5.1767 12.752 0.0239 0.0393 0.4414
Si -3.2935 2.1533 11.9616 0.1104 0.0209 0.4482
Si 9.2124 -5.1606 16.6062 -0.0062 -0.0044 -0.0383
Si 0.525 -2.441 18.2961 -0.0799 -0.0409 -0.2808
Si 6.2565 -5.8735 15.7548 -0.1236 0.049 0.0178
Si 3.1942 -13.3279 18.2273 -0.0801 0.0784 -0.3856
Si 7.9323 -2.8728 18.0486 0.0112 0.031 -0.2276
Si 0.9456 -11.0258 18.2041 -0.094 -0.0546 -0.3439
Si 8.9434 -13.7367 15.5697 -0.1318 0.0232 0.0607
Si -4.8008 3.7613 13.88 0.0236 -0.0988 0.3777
Si 4.0161 -6.6242 17.7217 -0.013 0.016 -0.2205
Si 10.0406 -0.9505 16.8423 0.066 0.0551 -0.0075
Si 7.4913 -11.4431 16.8613 0.0089 -0.0499 -0.0199
Si 5.9175 2.6578 11.577 -0.0799 -0.2694 0.3435
Si 14.0573 -7.0472 16.4358 -0.0686 0.0366 0.0484
Si -2.9689 -6.1842 11.7759 -0.043 -0.1258 0.1825
Si 13.0656 -3.6388 18.733 0.061 0.0176 -0.166
Si 10.9785 -7.7687 16.8745 0.0702 -0.146 0.0309
Si 5.3659 -3.0229 16.3138 -0.0235 0.0573 -0.1293
Si 3.421 2.8402 13.1715 0.0688 -0.2497 0.3435
Si -2.0197 3.3112 14.4054 0.0342 0.0049 0.132
Si 6.9906 -7.6815 13.5386 -0.0178 0.0945 0.1112
Si 2.7171 -9.164 16.4066 -0.0179 -0.0324 -0.1057
Si 10.7366 -15.5999 19.746 0.0602 0.0991 -0.1966
Si 13.9875 -6.6387 19.3964 -0.0284 0.0275 -0.2159
Si 6.7136 5.5618 11.5507 0.0433 0.1313 0.2161
Si -0.9561 -13.0994 17.1341 -0.0013 0.0396 -0.032
Si 1.2487 -0.3769 11.0379 0.0561 -0.0008 0.5549
Si 9.1205 -9.4535 15.0992 -0.0011 -0.0018 0.2118
O 2.2032 -7.0262 21.1676 -0.0125 -0.0571 0.0345
O 1.3244 -2.239 22.4823 -0.2 0.1662 0.5166
O 3.3616 -3.0302 21.0831 0.0324 0.0311 0.0628
O 1.8157 -14.5914 21.1683 0.0153 -0.0334 0.0099
O 5.6116 -10.9809 20.5878 -0.2371 0.0694 0.1586
O 0.8854 -9.8836 22.305 -0.3334 0.1608 0.5768
O 6.8507 -6.1793 23.1543 -0.1421 -0.0782 0.3197
O 4.7162 -6.8243 21.9069 0.1048 -0.0149 0.1886
O 3.9724 -13.6039 22.4053 0.2475 0.0342 0.5511
O 6.4563 -13.7238 23.312 0.1261 -0.1094 0.4583
O 4.256 -9.9278 22.6937 0.0108 0.0464 0.2779
O 6.7425 -9.9792 23.393 -0.1111 0.0591 0.6719
O 10.5672 -6.5865 20.314 -0.0947 0.225 0.229
O 10.4046 -1.3914 20.7214 -0.087 -0.1361 0.1724
O 8.0926 -2.2201 22.255 -0.2202 -0.0536 0.522
O 8.8268 -13.988 22.3805 -0.0734 0.0662 0.5151
O 12.1736 -14.9688 20.1395 0.0117 -0.0202 0.1074
O 10.5169 -11.7127 21.2987 0.0605 -0.0874 0.1071
O 12.1289 -5.8901 22.3797 0.2763 -0.0857 0.3673
O 11.809 -2.3771 22.6222 0.166 0.0183 0.3929
O 14.3054 -2.1984 23.2527 0.0221 -0.0587 0.6883
O 12.1815 -13.3208 22.6669 0.2339 -0.1111 0.3383
O 12.6635 -10.6339 22.397 0.3587 0.2012 0.3521
O 4.4546 -5.0556 23.8085 0.1495 0.0078 0.474
O 1.3455 1.1805 10.5555 0.0877 0.0956 -0.3258
O 5.3504 -2.1818 8.2477 -0.1484 -0.0322 -0.2498
O 7.8114 -1.8122 8.9669 0.2737 -0.0035 -0.3154
O 8.1277 -8.364 14.4584 -0.0464 0.0159 -0.1142
O -3.369 4.2357 14.5041 -0.0131 0.019 -0.1096
O 8.6939 -4.3126 17.9015 -0.0208 0.0395 0.092
O 6.2093 -11.4775 15.8701 0.0051 0.0262 -0.0963
O 1.5008 -9.9786 17.1031 -0.0072 -0.0253 0.1205
O 0.744 -10.2315 19.6178 0.0223 0.0646 0.2116
O 5.8454 -2.3389 20.7788 -0.1358 0.0039 0.201
O 4.0509 -8.8201 20.3055 0.0032 0.0134 0.0919
O 8.0929 -2.4096 19.5834 0.022 -0.0191 0.0627
O 3.8461 -13.7167 19.6724 0.0516 -0.0715 0.2316
O 10.1805 -6.3729 17.0358 -0.0399 0.0571 0.0203
O 10.802 -8.4786 18.3242 0.0272 0.0962 0.1596
O -5.3795 2.5542 14.7917 0.1016 0.0888 -0.1355
O -2.2081 2.2087 13.1968 -0.0831 -0.0108 -0.2576
O 12.4493 -2.8197 19.9929 -0.0743 -0.0045 0.2087
O -2.8681 -3.5739 14.7861 0.0082 -0.0438 -0.08
O -0.8053 -14.439 20.7389 0.1384 -0.0113 0.0464
O 12.9273 -12.3966 20.3552 -0.1097 0.1574 0.1669
O -0.2657 -0.9786 10.9136 -0.1012 -0.0922 -0.1205
O -2.718 -2.122 10.5675 0.2689 0.0408 0.0048
O -0.7163 4.2536 14.0963 0.0273 0.0694 -0.2032
O -2.1319 -5.7905 10.4161 0.1358 -0.1749 -0.4205
O 2.1732 3.5037 9.8344 -0.0124 -0.094 -0.1489
O -1.0959 -2.0763 8.5833 -0.0206 -0.0338 -0.1889
O -4.405 5.5797 11.1338 0.0203 -0.0615 -0.0071
O 4.6206 -2.4702 13.0842 0.0036 -0.1772 -0.3302
O 2.2231 -9.4705 10.4788 -0.0188 0.2653 -0.3355
O 13.9917 -5.578 15.7408 -0.0435 0.0419 -0.0653
O -2.9848 -7.8023 11.913 -0.0524 0.0898 -0.0914
O 5.9631 0.0775 9.5678 -0.0736 0.0002 -0.2571
O 5.9498 -9.6099 10.1561 -0.1263 0.2234 -0.1474
O 6.2337 -8.8206 12.6718 -0.0128 -0.1586 -0.1845
O 6.2874 -5.9712 10.2388 -0.1793 -0.336 -0.4388
O 13.3097 -5.1646 19.2439 -0.0465 -0.0167 0.0782
O 9.5573 3.6777 9.8145 -0.025 -0.1482 -0.1067
O -1.9423 5.3306 12.0476 -0.0677 0.0223 -0.0775
O 11.066 -1.7526 15.8636 -0.0345 -0.0692 -0.0245
O 2.894 -11.1013 20.881 -0.0051 -0.0071 0.1007
O 8.5309 -4.6451 11.0659 -0.019 0.108 -0.0088
O 6.4809 -0.5736 13.2142 0.0978 0.045 -0.0845
O -5.2296 -1.4196 10.8089 0.0608 -0.0038 -0.0788
O -0.4595 -8.0026 15.5399 0.0292 -0.0201 -0.0655
O 2.2629 -6.0593 10.4267 -0.06 -0.2482 -0.3
O 3.7841 -3.0124 16.7267 0.0221 0.0007 0.0678
O 0.4251 4.4089 11.6543 0.0097 -0.0641 -0.2249
O 5.5275 -6.4796 17.0933 0.005 -0.0117 0.0988
O 4.2883 -12.5966 17.2591 -0.0776 -0.0954 0.1898
O 4.5219 2.1054 12.2169 0.0518 0.0202 -0.1751
O 2.1035 -4.2131 14.9783 -0.0103 -0.007 -0.1112
O 5.8022 2.712 9.9631 -0.0142 0.0107 -0.183
O 5.6388 -4.3913 15.4579 0.0733 -0.072 -0.0379
O 1.7016 -4.3471 12.3647 0.078 0.0869 -0.3258
O 5.9412 -6.8856 14.5095 0.0371 -0.0378 -0.0733
O 0.9543 -6.4055 13.8891 0.0025 -0.0061 -0.0844
O 10.4619 -4.1097 21.1897 -0.093 -0.1103 0.1236
O 8.4379 -10.2227 16.3604 0.0366 0.0352 -0.0523
O 7.7433 1.2929 14.5619 -0.0171 -0.0018 -0.1288
O 1.9521 -12.2924 18.4186 0.055 -0.039 0.1128
O 10.4108 -8.6784 15.6774 0.0002 -0.01 -0.0868
O 8.3003 -12.8565 16.7789 0.0109 0.035 -0.0021
O 3.9392 -4.0003 11.026 0.0451 -0.0659 -0.2056
O 9.6063 4.9852 13.9326 0.0063 -0.0042 -0.1803
O -4.6803 -3.8228 9.8632 0.0265 0.2259 0.1491
O 9.5519 -14.4875 19.8813 -0.0709 0.0521 0.1296
O 5.6412 -1.6982 15.4145 0.0168 -0.0629 0.0785
O 3.0199 -5.5395 17.0434 0.0471 -0.0708 0.1127
O 9.6732 -15.0249 16.1638 0.0209 0.0399 -0.0296
O 12.5438 -7.5962 16.5218 -0.0234 -0.0115 -0.0498
O 8.3434 5.5644 11.3447 0.0081 -0.1548 0.1263
O -0.3358 -6.6466 20.5344 0.1648 -0.0443 0.1498
O 0.2996 -14.0032 16.6756 0.0227 0.0172 0.0227
O 0.6667 -1.0072 17.5506 0.008 -0.0548 0.1269
O 2.6862 -14.706 17.4971 0.0626 0.0438 0.1238
O 1.6318 -15.7073 15.2188 -0.0166 -0.0315 -0.0548
O -0.7988 -6.9916 17.9475 0.0277 -0.0046 0.0452
O 9.539 1.0499 10.1425 -0.0701 0.0681 -0.2446
O 10.7041 -9.1724 20.7599 0.0246 -0.0404 0.1735
O 1.1855 -4.5613 21.1275 0.0357 0.0278 0.0006
O 9.4666 -6.0925 22.677 -0.1031 -0.0427 0.2758
O -0.4672 -11.6315 17.6576 0.0745 0.0564 0.1126
O 7.1308 1.6786 11.9973 0.0546 0.1394 -0.1444
O -0.3478 -4.052 13.9574 -0.0206 0.0064 -0.0645
O 6.2299 -4.4012 12.3337 0.0169 -0.0757 -0.1475
O 4.0636 -0.4571 21.1582 0.0108 -0.0913 0.0949
O 2.898 4.168 12.3874 -0.0667 0.1918 -0.2529
O 13.5887 -12.9193 15.8211 -0.0541 -0.0078 -0.0491
O 6.3621 -2.9813 17.6015 0.0091 0.0051 0.1536
O 4.0979 3.1661 14.5965 -0.0612 0.0144 -0.1708
O 12.0623 -3.6707 17.4413 -0.0407 -0.0299 0.0891
O 8.6611 -1.7842 17.076 -0.0842 -0.0857 0.0679
O 2.2859 -1.1221 10.0297 0.1198 -0.273 -0.1148
O 10.8329 -0.6662 18.2212 0.0239 -0.0008 0.126
O -1.0352 -2.8819 18.3031 0.0319 0.0131 0.0519
O 4.0849 -6.4054 19.3331 0.0122 0.004 0.2216
O -4.5342 3.1625 12.3791 0.0127 0.0333 -0.2011
O 1.1086 -2.3013 19.8068 0.085 0.036 0.1766
O 8.2933 -10.4685 20.5053 0.1664 0.0869 0.1991
O 0.2295 -8.8817 13.169 0.0102 -0.0648 -0.1188
O 1.315 -3.5846 17.4503 -0.0448 0.0242 0.1157
O -2.557 2.5661 10.5499 0.1672 -0.119 -0.5555
O -3.943 0.6588 11.8696 -0.0111 -0.0732 -0.0972
O 13.6731 -13.8637 18.291 -0.0019 0.0032 0.1196
O 12.8689 -7.7565 19.8143 -0.0663 -0.0459 0.11
O -2.3071 -5.613 13.1453 -0.0994 -0.0542 -0.2956
O 3.9298 -10.1761 16.0625 -0.002 0.0088 0.0386
O -2.1483 0.2022 9.4584 0.0831 -0.1404 -0.0659
O 0.5389 -12.2552 21.2417 0.0039 0.0436 0.1091
O 7.3229 -15.5826 20.7897 -0.0144 -0.1047 0.0671
O 3.3476 -8.067 17.413 0.0404 0.0509 0.0783
O 9.3523 -9.8512 22.8474 -0.0569 0.0637 0.3991
O 3.963 -0.1333 14.0383 -0.0427 0.0048 -0.0447
O 2.119 -8.4767 15.0504 -0.0164 -0.0179 -0.0707
O 10.1355 -4.2079 15.6468 -0.0288 -0.0332 -0.0578
O 1.7175 -0.61 12.5843 -0.1871 -0.0406 -0.4237
O 7.3849 -12.9745 20.3309 0.0051 -0.069 0.0966
O 7.8807 -5.7517 15.8748 0.0026 -0.0001 -0.0208
O 1.694 -3.6576 9.7063 -0.0542 0.1227 -0.0919
O 9.0216 0.0034 12.5952 0.2619 0.0168 -0.2723
O -4.5317 -5.6894 11.7078 0.1447 0.0637 0.0511
O 6.984 -11.2011 18.3727 -0.0044 0.0467 0.1604
O 6.2308 4.1341 12.1523 0.005 0.1644 -0.0758
O 7.6623 -6.6335 12.4862 0.0025 0.0532 -0.1212
O 2.2179 1.7828 13.5089 0.0152 0.1234 -0.1294
O 5.9599 -2.2565 10.8149 0.0264 0.0515 -0.1597

Results
free energy: -279139.249 eV
free energy less fixed offsets of O -568.88, Si -635.61 eV per atom: -12.929 eV

The program warned: the cutoff lies below the one the program advises for these potential files; the forces do not sum to zero within the program's tolerance; the exchange-correlation potential is rough where the density is thin.
